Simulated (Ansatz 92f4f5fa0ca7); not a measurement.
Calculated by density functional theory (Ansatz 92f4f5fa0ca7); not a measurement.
Periodic cell of 462 atoms, Si286O176, from a study of silicon, its oxide and their interface. The atomic structure is a simulated model.

Settings: functional r2SCAN; potential files Ansatz PAW; basis plane waves; wave-function cutoff 800 eV; density cutoff ratio 5; exchange-correlation grid ratio 1; k mesh 1 x 1 x 1, Gamma-centred; self-consistency stop 1e-10 eV per atom in the density residual; occupations fixed; spin none; net charge 0.

Cell vectors (angstrom)
a 16.3305 0 0
b 0 16.3305 0
c 0 0 29.9564

Atoms and the computed forces on them: element, x, y, z (angstrom), force x, y, z (eV/angstrom)
Si 0.353 -0.097 0.087 -0.023 -0.025 0.11
Si 3.045 2.458 0.185 0.032 0.021 0.092
Si -0.379 5.733 -0.124 0.004 0.015 0.168
Si 2.32 8.538 -0.003 -0.025 0.023 0.136
Si 0.036 10.739 -0.207 0.025 -0.052 0.176
Si 2.487 13.944 0.102 -0.014 -0.005 0.128
Si 5.16 0.187 0.168 0.003 0.019 0.095
Si 7.961 3.066 0.237 -0.002 0.039 0.045
Si 5.758 5.348 0.09 0.013 -0.039 0.068
Si 7.99 8.262 0.698 -0.052 0.042 0.069
Si 5.846 10.444 0.074 -0.009 -0.021 0.133
Si 8.45 13.227 0.058 0.002 0.01 0.123
Si 11.174 -0.216 -0.102 0.001 -0.025 0.138
Si 13.314 2.881 -0.022 0.014 0.022 0.111
Si 11.111 5.152 0.261 0.013 -0.045 0.084
Si 13.613 7.84 0.056 0.022 -0.009 0.12
Si 10.63 10.982 -0.149 -0.008 0.04 0.167
Si 13.343 13.824 -0.232 -0.009 0.022 0.16
Si 1.465 1.353 1.516 0.024 -0.013 -0.009
Si 4.146 4.146 1.357 -0.007 -0.017 -0.012
Si 1.238 6.85 1.232 -0.008 0 -0.04
Si 4.022 9.546 1.302 0.006 -0.016 -0.017
Si 1.249 12.277 1.206 0.001 0.014 0.01
Si 4.028 14.994 1.509 0.004 0.005 -0.004
Si 6.786 1.384 1.374 0.014 -0.006 -0.009
Si 9.497 4.125 1.588 -0.029 -0.005 0.027
Si 6.646 6.767 1.744 0.009 -0.006 0.011
Si 9.628 9.605 1.53 0.039 0.026 0.002
Si 6.835 12.16 1.368 0.02 0.004 -0.031
Si 9.582 14.936 1.234 -0.012 0.006 -0.01
Si 12.247 1.302 1.337 -0.029 -0.01 -0.011
Si 14.976 4.042 1.22 -0.003 -0.003 -0.026
Si 12.238 6.729 1.545 0.023 0.01 0.001
Si 14.86 9.528 1.181 0.011 -0.004 -0.008
Si 12.217 12.232 1.148 -0.007 0.031 -0.007
Si 14.953 14.992 1.15 -0.015 0.003 0.016
Si 0 2.754 2.672 -0.004 0.005 0.013
Si 2.738 -0.002 2.91 0.021 0.001 0.03
Si -0.09 8.198 2.638 -0.007 -0.006 0.025
Si 2.654 5.491 2.614 0.017 0.008 -0.003
Si -0.076 13.624 2.607 0.005 -0.002 0.012
Si 2.677 10.966 2.622 -0.018 -0.037 0.016
Si 5.465 2.762 2.778 0.004 0.011 0.026
Si 8.192 -0.035 2.633 0.01 0.006 0.007
Si 5.229 8.197 2.856 0.015 0.014 0.009
Si 8.163 5.467 2.955 -0.033 -0.022 0.012
Si 5.457 13.566 2.695 0.024 0.024 0.001
Si 8.179 10.911 2.839 0.004 -0.001 0.021
Si 10.879 2.64 2.765 0.003 0.009 0.002
Si 13.658 -0.016 2.649 -0.006 -0.003 0.011
Si 10.927 8.172 2.83 -0.006 0.004 -0.001
Si 13.658 5.337 2.76 0.003 0.019 0.036
Si 10.916 13.591 2.636 -0.007 -0.027 0.022
Si 13.571 10.905 2.581 0.01 0.006 -0.02
Si 1.347 4.122 4.032 0.01 0.004 0.008
Si 4.115 1.404 4.16 -0.011 -0.003 0.001
Si 1.329 9.547 3.992 -0.016 -0.005 -0.018
Si 3.928 6.788 4.142 0.03 0.008 0.008
Si 1.29 14.93 4.082 0.022 0.039 0.006
Si 4.053 12.253 4.055 -0.001 -0.002 0.008
Si 6.801 4.055 4.206 0.012 0.001 -0.001
Si 9.506 1.297 4.092 0.003 0.003 -0.006
Si 6.754 9.52 4.117 0.016 -0.013 -0.006
Si 9.548 6.85 4.202 -0.02 -0.016 0.007
Si 6.826 14.959 4.032 -0.011 -0.005 0.013
Si 9.556 12.305 4.104 -0.013 -0.023 -0.007
Si 12.257 4.016 4.109 0.003 0.019 0.002
Si 14.977 1.37 4.033 0.005 -0.015 0.003
Si 12.308 9.561 4.078 -0.026 0.014 -0.002
Si 14.97 6.799 4.071 0.003 -0.01 -0.006
Si 12.279 14.953 4.012 -0.011 -0.007 -0.01
Si 14.934 12.25 3.989 -0.004 0.01 -0.012
Si -0.017 0.016 5.423 -0.01 -0.007 0.007
Si 2.701 2.766 5.436 0.003 0.01 0.016
Si 0.011 5.463 5.44 -0.009 0.003 0.011
Si 2.627 8.193 5.466 0.003 -0.027 0.005
Si -0.02 10.896 5.372 0.013 0.005 0.003
Si 2.695 13.605 5.429 -0.015 0.01 0.007
Si 5.485 -0.001 5.445 0.021 0.01 0.01
Si 8.179 2.677 5.498 -0.009 0.006 0.013
Si 5.382 5.446 5.466 0.002 -0.001 0.031
Si 8.128 8.18 5.493 0 0.021 0.027
Si 5.41 10.902 5.45 -0.004 -0.008 0.004
Si 8.172 13.639 5.449 0.01 0.014 0.005
Si 10.906 -0.039 5.42 -0.006 -0.004 0
Si 13.627 2.688 5.46 -0.004 -0.009 0.015
Si 10.918 5.424 5.473 0.005 -0.006 0.009
Si 13.625 8.165 5.444 -0.001 0.005 0.009
Si 10.917 10.906 5.421 0.005 -0.008 0.01
Si 13.616 13.608 5.393 0.006 -0.01 0.007
Si 1.339 1.395 6.782 0.02 0.004 -0.005
Si 4.055 4.079 6.836 -0.024 -0.007 -0.01
Si 1.334 6.804 6.847 -0.007 0.025 -0.001
Si 4.063 9.522 6.806 -0.002 0.001 -0.009
Si 1.349 12.226 6.778 -0.009 -0.004 0
Si 4.069 14.989 6.776 -0.007 0.008 0.004
Si 6.814 1.345 6.856 0.026 -0.007 0.007
Si 9.536 4.079 6.832 0.002 -0.01 0
Si 6.767 6.794 6.822 0.012 0.003 0.011
Si 9.552 9.537 6.779 -0.027 0.016 0.008
Si 6.799 12.258 6.792 -0.003 -0.002 -0.002
Si 9.531 14.98 6.815 -0.01 -0.016 -0.001
Si 12.248 1.337 6.803 0.011 -0.013 0.007
Si 14.981 4.088 6.806 0.008 0.003 0.012
Si 12.267 6.799 6.825 -0.016 -0.006 -0.003
Si 14.989 9.528 6.783 -0.003 -0.017 0.001
Si 12.269 12.265 6.776 0.001 0.01 -0.007
Si 14.965 14.977 6.771 0.007 0.02 -0.001
Si 0.005 2.743 8.191 0.002 0.004 -0.012
Si 2.719 0.056 8.134 -0.012 0.018 0.003
Si -0.017 8.166 8.185 0.018 -0.02 0.015
Si 2.706 5.423 8.196 0.032 0.007 0
Si 0.004 13.616 8.124 0.01 0.011 -0.012
Si 2.716 10.886 8.165 -0.006 -0.018 -0.009
Si 5.434 2.727 8.195 -0.003 0.003 -0.007
Si 8.188 0.011 8.201 -0.003 0.015 -0.009
Si 5.426 8.156 8.183 0.002 -0.011 -0.007
Si 8.145 5.443 8.184 -0.025 -0.006 0.004
Si 5.425 13.621 8.137 0.019 0.013 0.004
Si 8.2 10.885 8.124 0.028 -0.027 -0.003
Si 10.905 2.722 8.177 -0.008 -0.005 0.011
Si 13.627 -0.003 8.158 -0.011 -0.027 0.003
Si 10.873 8.152 8.166 -0.003 0.02 -0.008
Si 13.628 5.443 8.194 0.004 0.019 -0.005
Si 10.907 13.613 8.138 -0.003 -0.006 -0.002
Si 13.618 10.896 8.126 -0.01 0.018 -0.013
Si 1.36 4.085 9.6 0.008 0.009 -0.001
Si 4.05 1.401 9.559 0.003 -0.001 0.003
Si 1.37 9.51 9.52 0.011 -0.024 -0.014
Si 4.082 6.76 9.539 -0.001 0.012 0.002
Si 1.367 15.003 9.464 -0.01 -0.012 -0.003
Si 4.089 12.257 9.519 -0.001 -0.003 -0.014
Si 6.793 4.089 9.567 -0.001 -0.004 -0.002
Si 9.543 1.388 9.556 -0.001 -0.001 -0.003
Si 6.876 9.494 9.482 -0.008 0.014 0.002
Si 9.5 6.806 9.558 -0.017 0.002 0.005
Si 6.776 14.983 9.501 0.009 0.005 -0.019
Si 9.568 12.229 9.482 -0.005 0.018 -0.012
Si 12.259 4.079 9.554 0.001 -0.004 -0.013
Si 14.971 1.373 9.533 -0.02 0.001 -0.021
Si 12.262 9.524 9.481 0.009 -0.019 -0.002
Si 14.985 6.8 9.572 0.002 0.014 -0.013
Si 12.258 14.976 9.498 -0.005 0.002 -0.018
Si 14.964 12.267 9.487 0.005 -0.01 -0.01
Si -0.008 -0.021 10.858 0.011 0.01 -0.007
Si 2.724 2.752 11.002 -0.001 -0.01 0.012
Si 0.007 5.448 10.975 -0.017 0.035 0.002
Si 2.695 8.089 10.865 0.013 0.029 0.019
Si 0.014 10.915 10.822 0 -0.004 0.004
Si 2.73 13.679 10.847 0.004 0 -0.013
Si 5.392 -0.004 10.878 0.022 0.012 -0.016
Si 8.151 2.726 10.921 0.013 -0.022 0.001
Si 5.444 5.448 10.961 -0.02 0.001 0.009
Si 8.15 8.15 10.981 -0.024 0.002 -0.006
Si 5.545 10.879 10.784 0.006 -0.017 0.004
Si 8.206 13.628 10.766 -0.014 -0.01 0.015
Si 10.974 0.058 10.866 -0.016 -0.025 -0.001
Si 13.631 2.732 10.93 0.012 -0.009 0.004
Si 10.868 5.436 10.896 0 0.008 0.019
Si 13.63 8.212 10.868 -0.032 -0.023 -0.017
Si 10.902 10.843 10.863 0.015 0.016 0.019
Si 13.568 13.587 10.858 0.005 0.015 0.003
Si 1.361 1.274 12.268 0 0.009 -0.023
Si 4.071 4.182 12.401 -0.016 -0.038 0.015
Si 1.33 6.836 12.366 0.015 0.001 -0.004
Si 4.211 9.414 12.028 0.024 0.005 -0.013
Si 1.343 12.325 12.139 0.001 0.003 -0.015
Si 4.085 14.971 12.3 -0.005 0.006 -0.005
Si 6.735 1.348 12.226 0.015 0.014 -0.003
Si 9.519 4.071 12.297 -0.032 0.024 -0.028
Si 6.778 6.777 12.396 0.026 0.012 0
Si 9.565 9.528 12.293 0.007 -0.014 0.005
Si 6.909 12.267 12.135 0.028 0.002 -0.037
Si 9.582 14.989 12.085 -0.008 0.02 -0.003
Si 12.295 1.391 12.325 -0.017 -0.007 -0.013
Si 14.993 4.055 12.332 0.007 0.019 0.002
Si 12.265 6.837 12.183 0.004 0.017 -0.007
Si 15.005 9.593 12.214 0.008 -0.002 -0.002
Si 12.259 12.178 12.236 0.017 0.024 -0.013
Si 14.889 14.987 12.191 0.023 -0.028 -0.014
Si 0.02 2.615 13.654 0.031 -0.019 -0.005
Si 2.674 -0.087 13.728 -0.032 0.016 -0.001
Si 0.001 8.329 13.673 -0.038 0.009 -0.017
Si 2.678 5.557 13.849 -0.004 -0.012 -0.011
Si -0.132 13.588 13.52 0.008 0.025 -0.019
Si 2.927 10.934 13.137 -0.005 -0.003 0.002
Si 5.413 2.696 13.676 -0.003 -0.007 0.011
Si 8.211 -0.031 13.425 0.002 -0.016 -0.001
Si 5.374 8.184 13.701 0.01 0.016 0.013
Si 8.172 5.403 13.746 0.007 0.015 0.041
Si 5.591 13.62 13.517 0.009 -0.001 0.038
Si 8.253 10.988 13.592 -0.038 -0.016 0.013
Si 10.92 2.742 13.676 0.051 -0.031 0.01
Si 13.63 0.009 13.697 -0.015 0.018 0.007
Si 10.963 8.167 13.627 -0.011 -0.04 0.02
Si 13.626 5.524 13.573 0.007 0.019 0.003
Si 10.858 13.6 13.459 -0.01 0.003 -0.003
Si 13.691 10.898 13.65 -0.03 0.012 0.02
Si 1.56 3.767 14.978 0.043 0.018 -0.087
Si 3.804 1.546 14.994 -0.002 -0.001 -0.138
Si 1.629 9.789 14.606 -0.012 0.008 -0.054
Si 3.601 7.4 15.159 0.017 -0.022 -0.126
Si 0.991 15.029 14.919 -0.002 -0.024 -0.109
Si 4.431 11.957 14.609 0.045 -0.031 -0.094
Si 7.073 3.708 15.022 -0.003 -0.029 -0.121
Si 9.307 1.46 14.825 -0.001 0.017 -0.055
Si 6.625 9.833 14.783 0.028 -0.005 -0.115
Si 9.848 6.568 14.94 -0.015 0.027 -0.16
Si 7.189 14.749 14.818 0.023 -0.005 -0.054
Si 9.413 12.566 14.973 -0.036 -0.001 -0.096
Si 12.08 4.397 14.926 -0.02 0.017 -0.091
Si 15.255 1.066 15.091 -0.009 -0.025 -0.11
Si 12.578 9.316 14.935 -0.022 0.012 -0.134
Si 14.745 7.088 14.943 0.002 0.037 -0.105
Si 12.36 14.706 14.815 0.012 0.011 -0.058
Si 14.682 12.561 15.053 -0.04 -0.034 -0.178
Si 20.447 5.117 21.491 -0.016 0.004 -0.054
Si 14.77 -16.259 21.561 0.01 -0.016 -0.015
Si -4.221 7.183 25.326 -0.01 0.008 0.113
Si 2.661 7.745 27.007 0.052 0.003 0.193
Si 14.232 26.601 21.866 0.011 0.013 -0.053
Si -10.665 26.619 20.915 0.012 -0.011 -0.056
Si 6.54 12.241 23.233 -0.033 -0.01 0.011
Si 19.963 19.91 18.85 0.034 0.046 -0.12
Si 9.151 1.243 24.964 -0.045 -0.004 0.14
Si 7.834 24.187 23.708 -0.02 -0.027 0.066
Si 10.926 27.169 17.122 -0.028 -0.004 -0.235
Si 25.869 5.612 24.816 -0.025 -0.003 0.095
Si 2.842 -9.978 17.834 0.045 0.016 -0.143
Si 22.361 9.917 27.139 -0.038 -0.017 0.201
Si 13.765 2.441 26.8 0.043 0.019 0.216
Si 19.671 26.823 25.858 0.023 -0.031 0.142
Si 0.517 14.504 26.143 0.024 0.002 0.163
Si 0.12 1.048 27.203 0.008 0.009 0.163
Si 6.024 7.417 21.475 -0.009 0.006 -0.013
Si -4.887 8.754 27.798 0.011 0.039 0.245
Si 3.779 12.536 20.614 -0.005 0.023 -0.048
Si 1.216 15.892 21.24 -0.002 0.005 -0.059
Si 15.926 15.736 18.999 0.008 -0.013 -0.075
Si 13.553 -4.519 24.548 0.024 0.006 0.1
Si 30.673 21.398 25.283 0.019 -0.031 0.117
Si 18.104 14.093 23.558 0.005 0.024 0.039
Si 27.813 17.966 19.229 -0.012 -0.014 -0.14
Si 1.267 11.778 19.142 0.029 0.01 -0.158
Si 16.388 5.466 17.099 0.038 -0.001 -0.165
Si 33.348 5.416 26.88 0.005 -0.026 0.216
Si 12.518 11.952 19.674 0.011 -0.006 -0.164
Si 18.316 -9.62 20.63 0.06 -0.018 -0.101
Si 12.051 0.829 24.732 -0.006 0.045 0.093
Si 22.238 19.632 23.178 0 -0.01 0.075
Si 14.877 -4.03 27.349 0.01 0.011 0.267
Si -1.328 13.049 18.095 0.034 -0.066 -0.173
Si 8.632 8.644 16.925 0.003 0.022 -0.241
Si -10.77 15.066 19.752 -0.015 0.035 -0.114
Si 11.121 0.196 16.789 -0.04 -0.028 -0.117
Si -3.253 47.334 23.383 0.008 0.002 0.012
Si -8.886 -11.427 26.637 -0.007 0.07 0.124
Si 7.859 -1.844 21.393 -0.032 0.023 -0.021
Si 16.184 20.77 19.927 0.049 0.016 -0.118
Si 18.838 11.447 22.968 0.009 -0.021 0.021
Si 18.298 28.723 16.232 -0.004 0.007 -0.178
Si 12.584 23.949 22.278 -0.016 -0.025 0.057
Si 25.175 -12.647 22.886 -0.031 -0.009 0.011
Si 18.791 2.986 27.23 -0.016 0.026 0.16
Si 43.313 11.057 23.773 -0.019 0.018 0.036
Si 22.894 19.342 17.871 -0.022 0.01 -0.185
Si 9.399 6.634 28.42 0.007 0.014 0.158
Si 24.381 26.807 25.146 -0.073 -0.06 0.105
Si 17.248 9.607 21.037 0.038 -0.019 -0.062
Si 21.839 2.639 26.262 -0.021 0.042 0.092
Si 7.951 8.837 19.799 -0.027 -0.02 -0.122
Si -3.687 2.116 22.02 -0.016 -0.027 -0.025
Si 10.119 8.834 21.715 -0.059 -0.003 -0.027
Si -10.912 23.16 27.185 -0.007 -0.02 0.172
Si 22.073 0.204 17.054 0.031 0.028 -0.189
Si 13.156 2.341 16.871 0.003 0 -0.129
Si 6.732 17.116 21.397 0.001 0.018 -0.031
Si 27.031 13.445 21.868 -0.003 -0.004 -0.023
Si 6.527 16.21 25.557 0.01 0.022 0.088
Si 17.681 1.715 19.355 0.002 0.03 -0.093
Si 8.684 19.039 19.928 -0.032 -0.002 -0.087
Si 13.905 4.788 22.152 0.07 -0.015 0.034
Si 4.654 30.429 24.873 -0.003 0.003 0.092
Si 39.788 15.249 28.174 -0.005 0.033 0.187
Si 19.496 13.24 27.199 -0.01 -0.01 0.145
Si 9.209 17.597 28.071 0.044 0.009 0.157
O -8.199 16.471 -1.475 -0.003 -0.014 -0.065
O -6.259 2.425 -10.811 0.021 0.018 0.029
O 2.378 3.162 -1.12 -0.033 0.008 -0.143
O 13.849 -3.223 -1.622 0.033 -0.058 -0.196
O -3.707 8.212 -1.186 -0.058 0.025 -0.148
O 7.002 9.291 -0.1 -0.008 0.022 -0.076
O 6.123 18.247 -7.591 -0.009 -0.017 0.009
O 4.447 17.188 -13.628 -0.011 -0.059 0.121
O -5.43 6.097 -4.418 0.011 -0.026 -0.016
O 10.84 10.017 -7.411 0.018 0.003 -0.003
O 9.15 2.381 -6.147 0.012 -0.004 -0.022
O 2.832 11.71 -3.164 -0.022 -0.033 -0.068
O 4.098 1.317 -0.378 -0.016 0.012 -0.077
O -8.107 5.8 -2.222 -0.045 -0.052 -0.059
O -6.163 -3.937 -6.967 -0.003 -0.014 -0.009
O 10.951 5.466 -14.494 0.01 -0.014 0.066
O 8.844 2.597 -1.053 0.022 -0.037 -0.073
O 5.345 6.071 -1.32 -0.005 0.045 -0.13
O 9.748 26.083 -12.727 0.012 0.001 0.107
O 23.921 -4.555 -5.613 0.014 0.039 -0.032
O 4.93 26.582 -3.95 0.003 0.008 -0.097
O 7.745 3.506 -11.089 0.053 0.016 0.082
O 11.281 7.783 -8.622 0.012 0.006 -0.022
O 17.547 9.642 -0.534 0 0.026 -0.065
O 12.252 -1.34 -0.648 0.012 -0.004 -0.052
O 6.952 10.104 -10.012 -0.005 0.027 0.023
O 12.208 4.051 -0.168 -0.01 -0.026 -0.046
O 10.63 0.632 -1.405 -0.035 0.023 -0.108
O 13.604 13.387 -5.766 0.003 0.012 -0.018
O 7.8 16.727 -5.232 0.019 -0.003 -0.074
O 14.767 6.811 -0.496 0.002 0 -0.078
O 23.202 4.192 -0.236 0.014 0.012 -0.065
O 14.105 17.781 -7.93 0.008 0.029 0.011
O 14.099 15.087 -7.75 -0.008 -0.028 0.003
O 17.692 12.554 -6.707 -0.035 -0.007 -0.008
O 22.054 15.641 -1.086 0.022 -0.047 -0.111
O 5.316 6.067 20.969 0.017 0.001 -0.008
O 0.632 14.991 20.015 0.026 -0.012 0.023
O 7.499 -5.875 26.674 0.048 0.036 -0.054
O 23.621 4.13 23.058 -0.01 0.02 -0.004
O 12.018 18.177 23.473 -0.003 0.022 -0.033
O 9.499 12.107 29.423 -0.003 0.001 -0.07
O 2.583 8.68 15.361 -0.006 0.005 0.028
O 7.795 1.42 20.347 0.005 -0.022 0.018
O 2.716 19.023 15.458 0 0.021 0.065
O 3.852 23.33 16.734 -0.018 -0.021 0.148
O 6.097 10.986 22.314 -0.005 0.005 0.033
O -1.697 18.113 16.458 -0.003 0.015 0.097
O 6.539 3.969 16.551 -0.013 0.013 0.126
O 12.139 1.298 16.171 0.021 0.026 -0.006
O 12.89 20.127 16.222 0.047 -0.043 0.103
O 11.642 -1.86 22.68 -0.003 0.011 0.002
O 8.237 18.925 15.275 -0.027 0.014 0.053
O 8.983 8.212 22.65 0.021 0.011 -0.03
O 11.557 11.223 18.564 0.036 0.015 0.152
O 5.486 10.902 15.291 0.013 -0.002 0.052
O 5.142 3.132 18.598 -0.025 -0.006 0.076
O 7.083 14.503 19.953 0.029 -0.026 0.012
O 10.255 12.082 16.3 0.059 -0.027 0.118
O 8.272 13.666 15.43 0.017 0 0.015
O 17.693 -2.426 16.082 0.009 -0.014 0.089
O 9.435 -2.111 21.232 0.033 0.006 -0.011
O 11.816 1.441 20.795 0.014 -0.01 0.057
O 6.51 -9.084 23.013 0.008 0.011 0.012
O 9.655 10.483 24.925 0.053 0.012 -0.034
O 19.41 10.837 24.323 -0.008 0.011 -0.068
O 17.002 4.217 16.273 -0.058 -0.023 0.087
O 25.427 3.458 21.306 0.023 0.01 0.036
O 21.461 8.779 21.269 -0.006 0.014 0.014
O 5.464 16.406 20.671 -0.029 -0.005 0.029
O 15.339 14.65 17.958 0.003 0.039 0.03
O 15.301 6.29 16.246 0.005 -0.024 0.114
O -1.955 4.672 23.706 -0.004 -0.007 -0.065
O 12.736 2.369 18.451 -0.003 0.023 0.107
O 29.077 3.706 21.83 -0.025 0.008 -0.006
O 1.96 10.221 22.099 0.002 -0.003 0.008
O 8.546 6.872 24.748 -0.005 0.039 -0.017
O -2.772 18.719 28.402 0.016 -0.027 -0.157
O 13.516 6.431 25.554 0.01 0.012 -0.021
O 6.629 3.548 27.021 0.02 -0.029 -0.033
O 8.761 23.465 29.789 0.044 -0.062 -0.084
O 5.266 15.555 18.247 -0.025 -0.052 0.119
O 8.657 20.844 25.636 0.002 -0.03 -0.068
O 2.613 18.686 18.585 -0.016 -0.034 0.022
O 10.024 24.288 27.745 0.005 0.015 -0.114
O 3.668 -4.04 22.208 0.032 0.005 0.029
O 25.586 7.325 16.248 -0.023 0.035 0.125
O 16.743 2.923 19.889 -0.024 -0.012 0.039
O -9.121 13.33 22.279 -0.002 -0.03 0.027
O 15.761 10.05 21.427 -0.043 0.014 0.021
O 7.406 9.217 16.06 0.038 -0.037 0.119
O 8.015 24.567 18.328 -0.025 -0.022 0.135
O 25.485 18.046 26.524 -0.008 0.034 -0.126
O 17.62 6.488 17.372 0.009 0.027 0.053
O 7.575 -0.41 22.105 0.005 -0.004 0.03
O 17.334 21.829 20.272 -0.026 -0.003 0.038
O 12.097 -6.178 16.245 -0.025 0.041 0.121
O 25.733 -7.028 20.347 0.039 0.019 0.04
O 38.241 19.289 24.699 0.005 0.004 -0.097
O 17.523 11.138 15.486 -0.004 0.042 0.078
O 1.996 11.929 17.741 -0.004 -0.031 0.157
O 34.709 14.966 22.229 0.009 -0.003 0.001
O 14.263 27.371 23.303 0.007 -0.001 0.005
O 5.525 -5.591 28.455 0.006 0.001 -0.169
O 4.609 11.224 20.108 -0.005 0.001 0
O -2.774 12.851 18.798 -0.035 0.013 0.069
O 13.634 3.918 26.169 -0.031 0.039 -0.068
O 0.14 5.173 28.391 0.01 -0.029 -0.159
O 16.241 17.213 28.807 -0.003 0.048 -0.126
O 26.13 21.238 23.378 0.025 -0.011 -0.024
O -1.2 12.335 16.626 0.014 0.027 0.228
O 21.747 15.509 24.625 -0.001 0.006 -0.05
O 19.248 6.16 21.852 -0.016 -0.003 0.025
O 4.006 2.866 26.792 0.048 -0.011 -0.063
O 18.848 9.166 26.268 -0.038 0.036 -0.067
O -0.053 32.244 26.608 -0.013 -0.035 -0.085
O -3.019 6.25 21.91 -0.002 0.011 -0.021
O 3.223 -11.545 17.868 0.005 -0.041 0.04
O 13.626 8.169 15.468 0.017 -0.022 0.066
O 15.081 4.528 21.086 -0.044 0.01 0.038
O 18.147 4.305 26.566 0.004 0.003 -0.079
O 2.96 -8.384 28.587 0.028 -0.022 -0.157
O 21.708 29.242 24.101 0.011 -0.029 -0.035
O 6.279 5.927 26.149 -0.006 -0.011 -0.077
O 15.293 18.295 26.559 -0.007 0.014 -0.079
O 3.511 12.547 15.801 -0.059 0.039 0.12
O 7.364 23.914 20.612 0.009 -0.039 0.011
O 10.506 16.696 24.876 0.034 -0.043 -0.032
O 19.493 14.205 24.33 -0.009 -0.002 -0.005
O 32.182 -11.041 25.789 -0.039 0.008 -0.092
O 10.619 21.979 28.749 0.01 0.021 -0.113
O 26.015 0.634 16.199 0.039 -0.022 0.052
O 33.884 10.221 19.572 -0.025 -0.038 0.04
O 12.023 11.31 24.569 -0.003 0.001 -0.008
O 19.657 13.334 28.8 0.029 -0.023 -0.14
O 16.101 28.697 19.068 -0.012 -0.016 0.095
O 32.658 16.211 15.52 0.002 0.013 0.09
O 20.844 13.916 20.206 -0.006 0.001 0.019
O 6.71 17.757 17.51 0.024 0.003 0.07
O 17.651 23.227 26.77 -0.032 0.011 -0.101
O 3.563 4.098 20.373 -0.02 0.015 0.076
O -15.732 14.611 24.53 -0.004 -0.001 -0.031
O 23.348 -1.259 26.588 -0.01 -0.022 -0.125
O -0.445 -2.986 26.679 0.004 0.014 -0.095
O 1.976 17.162 20.581 0.016 -0.013 0.043
O 6.055 24.64 27.38 0.024 0.022 -0.052
O 16.294 16.485 22.067 -0.025 0.02 0.036
O 0.436 0.698 18.439 0.013 0.013 0.014
O 12 8.495 26.289 0.02 -0.028 -0.119
O 15.696 11.27 28.335 -0.063 0.034 -0.175
O 11.219 16.577 18.404 0.01 -0.008 0.144
O 13.628 8.803 22.062 0.009 0 0.004
O 18.291 -2.11 26.785 -0.009 0.042 -0.071
O 11.584 -1.226 16.208 -0.02 0.036 0.066
O 20.291 6.936 26.499 -0.009 -0.013 -0.081
O 1.132 -8.32 21.028 -0.036 0.014 0.036
O 12.045 7.669 23.801 0.001 0.036 -0.054
O -0.651 4.877 18.436 -0.041 -0.032 0.12
O 2.93 7.006 19.318 -0.022 0.014 0.099
O 31.038 16.284 19.936 -0.044 0.015 0.038
O 2.238 12.58 20.146 0.003 0.016 0.036
O 13.391 27.333 20.674 0.011 -0.026 0.041
O 17.755 15.091 29.522 -0.02 -0.001 -0.058
O 23.704 25.501 24.491 -0.001 -0.002 -0.03
O 4.662 20.528 22.687 0.002 -0.005 0.014
O 12.971 15.877 24.445 0.02 -0.037 -0.007
O 14.157 11.582 26.061 -0.047 -0.028 -0.14
O 29.784 13.605 15.282 0.003 -0.023 0.051
O 22.227 17.413 26.441 -0.016 -0.019 -0.023
O 17.904 1.679 26.847 0.012 -0.018 -0.088
O 22.873 -0.749 16.041 -0.048 0.036 0.111
O 28.983 1.526 26.062 -0.052 -0.039 -0.083
O 7.698 13.859 28.723 -0.021 0.003 -0.115
O 11.546 45.466 20.645 -0.014 0.018 0.053
O 11.112 10.246 28.404 0.021 -0.066 -0.18
O 20.846 13.733 26.454 0.054 0.015 -0.077

Results
free energy: -283322.752 eV
free energy less fixed offsets of O -570.45, Si -639.56 eV per atom: -9.392 eV

The program warned: the cutoff lies below the one the program advises for these potential files; the forces do not sum to zero within the program's tolerance; empty levels may hold ghost states of the PAW files; the exchange-correlation potential is rough where the density is thin.
